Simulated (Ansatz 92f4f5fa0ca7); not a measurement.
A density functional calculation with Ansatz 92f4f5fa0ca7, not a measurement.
Periodic cell of 214 atoms, Si128O86, from a study of silicon, its oxide and their interface. The atomic structure is a simulated model.

Settings
functional: r2SCAN
potential files: Ansatz PAW
basis: plane waves
wave-function cutoff: 800 eV
density cutoff ratio: 5
exchange-correlation grid ratio: 1
k mesh: 1 x 1 x 1, shifted by 0.5 0.5 0 of a step
self-consistency stop: 1e-10 eV per atom in the density residual
occupations: fixed
spin: none
net charge: 0

Cell vectors (angstrom)
a 10.88 0 0
b 0 10.88 0
c -2.6705 3.8909 31.3731

Atoms and the computed forces on them: element, x, y, z (angstrom), force x, y, z (eV/angstrom)
Si 7.9008 6.2949 -2.052 0.0124 0.0046 0.2465
Si 12.5667 8.7328 -2.8867 0.0088 -0.0113 0.2263
Si 8.2302 4.0944 1.4444 0.0121 -0.0181 -0.0244
Si 6.8923 13.4083 0.3559 0.0416 0.033 0.1453
Si 1.9357 7.5787 0.0488 0.0365 -0.0316 0.255
Si 4.4812 10.577 0.0522 -0.0351 -0.0569 0.2079
Si 11.7361 14.2147 0.1344 -0.0518 0.0017 0.2584
Si 5.4065 4.3391 -1.7407 0.0029 0.0725 0.2101
Si 8.128 9.5587 1.3579 0.0095 -0.0354 0.0088
Si 9.5393 13.5748 2.7929 -0.0164 0.0038 -0.0079
Si 8.595 10.1215 -8.2212 -0.0095 0.0278 0.0411
Si 10.9595 6.7476 1.3065 0.024 -0.0339 -0.048
Si 2.7904 9.4483 1.2677 -0.0087 -0.0372 -0.0689
Si 5.4296 12.111 1.5658 0.0186 0.0516 0.0248
Si 13.4846 15.0379 1.4807 -0.0289 0.0146 -0.05
Si 5.4107 6.8306 1.4041 -0.0334 0.0107 -0.0274
Si 6.8172 10.8026 2.884 0.0042 0.0254 0.0251
Si 10.7826 12.3115 1.2045 0.0076 0.0171 -0.0717
Si 6.8097 5.4677 2.7098 -0.0037 -0.0347 0.0506
Si 9.5585 8.1659 2.6117 -0.0465 0.0356 0.047
Si 12.2252 10.8936 2.5246 0.0086 0.0017 0.0386
Si 14.8903 13.5842 2.7172 0.0514 -0.0407 0.0732
Si 12.1946 16.3628 2.8797 0.0062 0.0033 0.0239
Si 4.0998 8.1982 2.7984 -0.0042 -0.0251 0.0232
Si 5.437 9.4911 4.2199 0.0059 0.0245 -0.0003
Si 8.1764 12.2299 4.1406 -0.0136 -0.0214 -0.0011
Si 5.4301 14.9559 4.0351 -0.0205 0.0248 -0.0185
Si 8.1815 6.831 4.0541 0.0076 0.004 -0.0018
Si 10.9048 9.5399 3.9707 -0.0097 -0.0005 -0.0167
Si 13.5368 12.2114 4.0438 -0.0015 0.0022 -0.0048
Si 10.8616 14.9436 4.1829 -0.0004 -0.0102 0.0045
Si 13.6068 6.8409 4.1377 -0.0061 0.0067 0.0216
Si 6.8318 8.1272 5.5096 -0.0206 -0.0417 0.0052
Si 9.5637 10.8527 5.4171 0.0334 0.0093 0.0035
Si 6.7833 13.6138 5.4225 -0.0018 0.0127 0.0145
Si 9.4822 16.3338 5.4804 0.0208 0.0258 -0.0016
Si 12.2224 8.2102 5.4199 -0.0083 -0.0212 0.0123
Si 14.9177 10.9028 5.4723 -0.0187 -0.0207 0.0074
Si 12.2399 13.5621 5.4879 0.02 0.0391 0.0188
Si 14.9709 16.3132 5.4268 -0.0211 -0.0086 0.01
Si 8.2138 9.5274 6.8121 -0.0405 -0.0018 -0.0073
Si 10.8715 12.1928 6.8324 -0.004 0.0413 -0.0012
Si 8.1082 14.9554 6.823 0.0346 0.0043 -0.0144
Si 10.8902 6.831 6.7935 0.0177 -0.0541 0.0017
Si 13.5558 9.5283 6.8222 0.0316 -0.0105 -0.002
Si 5.4337 12.2826 6.7987 -0.0033 -0.0088 0.0055
Si 13.6325 14.9556 6.8013 -0.0424 0.0006 0.0121
Si 5.4269 6.7594 6.8283 0.0204 0.0379 -0.0005
Si 6.8308 10.9221 8.1236 0.0184 -0.0231 -0.0054
Si 9.4862 13.5687 8.1516 -0.0118 0.0103 -0.0043
Si 6.7426 16.2764 8.2078 -0.0276 0.0037 0.0024
Si 9.5609 8.1769 8.1881 -0.0091 -0.0104 -0.0027
Si 12.221 10.857 8.2211 -0.0029 -0.0022 -0.0005
Si 4.1145 13.6397 8.1975 0.0187 0.009 0.0183
Si 12.2622 5.4487 8.1387 -0.0098 0.02 -0.0138
Si 14.9266 8.151 8.1518 -0.0066 -0.0216 -0.0178
Si 5.4441 9.5544 9.4095 -0.0046 0.0084 -0.0059
Si 8.1395 12.2512 9.5865 -0.0124 0.0098 0.0096
Si 5.4227 14.96 9.6777 0.0101 0.0026 -0.029
Si 8.1412 6.7947 9.4347 -0.0177 0.013 -0.032
Si 10.8879 9.5062 9.6374 -0.0064 -0.0093 -0.0334
Si 13.6256 12.2484 9.4765 0.0303 -0.0109 -0.0191
Si 10.8827 14.9368 9.4374 0.0269 0.0063 0.0011
Si 13.6001 6.7857 9.5667 0.0138 -0.0117 0.0198
Si 6.7718 8.1741 10.7248 0.0103 -0.0004 0.0209
Si 9.4832 10.88 10.9665 0.0204 -0.0271 -0.0488
Si 6.8049 13.5837 11.0434 -0.0241 -0.0024 -0.0395
Si 9.4748 5.4004 10.7323 -0.0088 -0.0159 0.0589
Si 12.2581 8.1082 10.9857 -0.0072 0.0135 -0.0851
Si 4.1395 10.9144 10.7991 -0.0251 -0.0056 -0.0285
Si 12.2596 13.593 10.7941 -0.0137 0.02 0.0055
Si 4.0568 16.3656 11.0356 -0.0359 -0.0383 -0.0768
Si 8.0385 9.4666 12.2074 0.0009 0.0207 0.0101
Si 10.9279 12.2641 12.2062 0.0056 -0.012 0.0495
Si 8.2299 15.0088 12.2921 -0.0142 -0.0062 0.0328
Si 10.7575 6.6931 12.1752 -0.0058 0.0301 0.0073
Si 2.8882 9.5035 12.1729 -0.0403 0.0113 0.0462
Si 5.402 12.1984 12.3597 0.0134 0.0225 0.0264
Si 13.4867 14.9575 12.2845 0.0867 0.007 0.0214
Si 5.5235 6.9164 12.2545 0.0291 0.0011 0.0052
Si 6.3497 10.3865 13.5907 -0.0319 -0.0421 -0.1569
Si 10.0005 14.006 13.5079 -0.0166 0.0351 -0.1118
Si 6.6311 8.3248 0.0455 -0.01 -0.0211 0.2201
Si 8.9812 7.6781 13.3847 -0.0425 -0.0392 -0.2334
Si 1.694 11.055 13.403 -0.0214 0.007 -0.1409
Si 3.7456 13.3806 13.6031 0.0361 -0.0256 -0.175
Si 9.5737 5.4181 19.7774 0.0227 0.0379 -0.2058
Si 4.6234 8.6858 13.5701 0.0286 0.014 -0.1109
Si 3.8856 7.4891 15.4582 -0.0421 0.0287 -0.1427
Si 10.0785 7.9118 21.4821 -0.0133 -0.0343 -0.0921
Si 7.2844 5.9356 13.5006 0.056 0.0198 -0.1142
Si 8.5628 14.8995 22.2727 0.0515 0.0207 -0.0816
Si 5.1932 6.3179 -5.7164 -0.0024 -0.0417 0.0967
Si 4.1246 11.0486 -7.6317 0.0522 0.029 0.0217
Si 13.0718 8.6892 -8.1071 0.02 -0.0309 0.0089
Si 5.0706 13.9824 16.3812 0.0384 0.0044 -0.1818
Si 10.4263 7.7913 16.0637 -0.0363 0.0361 -0.1253
Si 11.5775 10.6641 21.1114 0.0374 -0.0028 -0.1365
Si 12.6733 13.1492 -7.5188 0.0157 0.042 0.0161
Si 8.1296 6.9821 17.8612 -0.0043 0.0064 -0.1883
Si 8.4767 10.5015 -5.1937 0.016 -0.0498 0.1379
Si 7.131 9.0779 21.5135 -0.0167 0.0138 -0.1676
Si 5.8243 5.8847 -8.7032 -0.0248 -0.0242 0.01
Si 11.9892 6.1622 15.3976 0.0658 0.0753 -0.1452
Si 7.8809 7.412 -4.9913 0.0108 -0.0118 0.1829
Si 4.4462 7.4316 21.1522 0.0065 0.0331 -0.1562
Si 13.0582 11.1052 18.6579 0.0174 -0.0007 -0.1708
Si 4.0334 8.6876 18.4037 0.0279 0.0066 -0.1746
Si 3.6382 5.8437 0.2152 0.0213 0.0176 0.1755
Si 5.6573 11.6931 -5.0815 -0.0451 0.0284 0.1435
Si 8.627 6.9911 -7.8247 -0.0135 -0.0246 0.0638
Si 12.6553 14.8754 -5.1367 0.0311 0.0124 0.1408
Si 3.1537 13.8511 18.8008 -0.0144 -0.0102 -0.2221
Si 12.2093 13.2647 -2.6793 0.0427 -0.0005 0.2213
Si 7.0597 11.7381 16.3535 -0.0097 0.0057 -0.1612
Si 3.5873 4.4238 21.6286 -0.0219 -0.0177 -0.1479
Si 4.8668 14.5274 -4.5827 0.0028 0.0081 0.1583
Si 9.0328 11.2287 -0.0633 0.0249 0.0266 0.2745
Si 11.4421 4.1212 17.5909 -0.0059 -0.0344 -0.1653
Si 9.6993 13.1287 15.6734 0.0577 -0.0079 -0.1162
Si 11.4956 10.5652 16.1366 -0.012 -0.0169 -0.1853
Si 6.9303 9.7684 18.6513 -0.0101 -0.0207 -0.1724
Si 11.6107 4.9158 13.4634 -0.0678 -0.0375 -0.0561
Si 13.0332 6.9981 -5.4546 -0.0062 -0.0005 0.1421
Si 3.5601 11.1254 -2.8007 -0.0129 0.023 0.2246
Si 9.891 5.0506 0.0501 -0.0049 0.0257 0.1594
Si 10.2814 10.953 -2.7926 -0.0334 -0.0375 0.2458
Si 6.347 5.6632 15.6527 -0.0167 0.0239 -0.1208
O 6.9093 10.708 15.1093 0.0374 0.0213 0.1255
O 5.8406 14.1522 -0.6294 -0.0773 0.0031 -0.0928
O 4.1951 5.2898 -1.2389 0.0213 -0.0146 -0.1446
O 12.0934 10.1695 14.6871 0.0155 0.0062 0.1451
O 11.3729 9.7926 -2.8799 0.0052 0.0023 -0.0428
O 7.3971 7.593 -1.2043 0.0476 -0.0427 -0.1527
O 12.5645 13.9082 -1.2499 0.0579 -0.0416 -0.2213
O 9.7561 6.0784 -8.5166 0.0079 0.023 0.0422
O 7.8082 8.4399 18.4326 0.013 0.0276 0.0725
O 9.5897 6.9892 17.1867 -0.0155 -0.0309 0.0961
O 3.3702 14.6621 -5.1313 -0.0394 0.0041 -0.0636
O 11.7416 11.2199 19.5991 -0.0597 0.0037 0.0987
O 13.3357 12.2355 -3.2046 0.0107 -0.0128 -0.112
O 7.9144 12.3801 -0.4165 0.0122 0.0184 -0.0606
O 4.1915 14.3543 17.6728 -0.044 0.0131 0.1034
O 12.2392 5.2093 16.7003 0.0175 0.0252 0.0878
O 7.2284 6.6382 -8.5413 -0.0003 0.0255 -0.0257
O 4.2901 5.8763 21.537 0.0121 -0.0144 0.0609
O 4.2226 14.056 15.0039 -0.0128 0.0227 0.1232
O 4.8747 14.3471 -2.9832 -0.0255 -0.0465 -0.1448
O 8.379 8.9285 -4.8985 0.0026 -0.006 -0.0441
O 12.497 7.8395 -1.5423 -0.0148 0.0416 -0.2142
O 5.4002 9.5193 18.2272 -0.0081 0.0187 0.0522
O 7.0273 6.624 16.7566 0.005 0.017 0.1021
O 9.2278 4.2542 20.8295 -0.0313 -0.0682 0.0939
O 10.6277 11.6269 21.9838 -0.0334 0.0257 0.0261
O 3.7531 6.8687 -5.2649 0.007 0.0024 -0.0105
O 5.6522 5.0151 -4.8843 0.0399 0.0369 -0.0566
O 8.5207 8.2911 21.5129 -0.0113 -0.0209 0.0536
O 12.6061 11.2118 17.1073 0.0535 0.0203 0.1015
O 4.1813 7.5594 19.5511 -0.0019 -0.058 0.115
O 10.3945 14.1643 16.6958 0.0385 0.0609 0.1246
O 12.4467 7.7886 -4.1785 0.0061 -0.0542 -0.1337
O 13.5468 12.2229 14.0229 -0.0369 -0.0217 0.0651
O 13.3208 6.9854 14.9462 -0.0272 -0.0346 0.0794
O 6.2978 7.4402 -5.3639 -0.0389 0.0256 -0.0497
O 5.6471 12.4881 16.5642 -0.0026 -0.0277 0.0793
O 5.1127 5.8455 -7.2569 0.0034 -0.008 -0.0408
O 12.5303 14.043 18.2624 0.0214 -0.0439 0.0654
O 7.1385 10.4052 -8.8402 0.0099 -0.0217 0.0335
O 11.4767 12.3402 -8.2251 -0.0277 0.009 0.0177
O 4.8097 6.1605 15.5389 -0.0267 -0.005 0.0882
O 6.7035 5.2222 -2.0837 -0.002 -0.0189 -0.0894
O 3.5218 9.5637 -7.8288 -0.0024 -0.0135 -0.0115
O 5.1929 10.952 -6.4309 -0.0246 -0.0355 -0.0686
O 11.8579 9.7019 -8.3983 -0.0216 -0.0081 0.0297
O 8.2007 5.8768 19.0358 -0.0161 -0.0302 0.0873
O 5.5637 9.4585 -0.4976 -0.0206 -0.019 -0.0876
O 10.9534 9.1738 16.756 -0.0022 -0.0171 0.082
O 13.0284 4.5524 22.3646 -0.0211 -0.0023 0.0186
O 13.0721 10.641 21.7195 0.0203 0.0055 0.0166
O 12.024 14.4904 -3.7047 -0.0092 0.0484 -0.1057
O 8.8908 8.5506 -8.0812 0.0052 -0.0057 -0.0217
O 9.2253 5.639 -1.3584 -0.0832 0.0392 -0.1461
O 12.7034 7.7934 -6.8162 -0.0187 0.0308 -0.053
O 4.7801 11.2762 -3.8096 0.0795 -0.0037 -0.1083
O 10.8572 12.4217 -2.4588 0.0013 0.0258 -0.062
O 9.3472 10.5645 -1.5251 0.0366 -0.0132 -0.1672
O 5.9373 7.9821 21.462 0.0063 -0.0168 0.0565
O 9.4106 8.2376 14.8697 0.0742 -0.0088 0.1621
O 3.9644 11.3926 -1.2591 -0.0198 0.0478 -0.1814
O 3.404 14.681 20.1517 0.0275 0.0511 0.1503
O 9.6253 11.0865 -4.2446 -0.0318 0.0227 -0.1421
O 13.228 14.3515 -8.4497 0.0257 0.0049 0.0319
O 10.2786 6.7129 20.4275 0.03 0.0375 0.0691
O 2.9852 12.108 -7.1956 -0.0143 -0.0154 0.0058
O 10.634 4.8189 18.7606 -0.0435 0.0455 0.1102
O 3.0477 9.5986 -2.9281 0.0065 -0.0366 -0.0845
O 8.1424 12.8904 16.0303 -0.0586 -0.0073 0.0374
O 8.7682 10.7836 -6.7529 0.0194 0.0154 -0.0812
O 5.5891 13.2905 -5.3012 0.028 0.0044 -0.069
O 12.0534 13.8288 -6.1999 -0.0238 -0.0463 -0.0489
O 12.3462 5.5329 -5.5074 -0.0272 0.0191 -0.0409
O 6.9807 14.6759 22.1337 -0.0002 -0.0056 -0.005
O 3.2708 12.2488 19.0168 0.0187 -0.0254 0.0551
O 3.6847 8.0824 16.9521 -0.0113 0.0136 0.1576
O 7.1495 11.2628 -4.7435 -0.0127 0.0182 -0.0238
O 10.3495 11.6574 15.8616 0.0022 -0.0695 0.0451
O 7.4812 10.9536 17.7041 0.0252 -0.0177 0.1173
O 3.3915 8.3066 22.0278 -0.022 0.01 0.0349
O 7.0283 10.0872 20.2339 0.01 0.0127 0.1346
O 6.2923 4.1553 16.2371 -0.0046 -0.0447 0.0362
O 8.2219 6.7027 -3.5811 0.0152 0.0311 -0.1706
O 10.9664 9.1777 21.0686 0.0045 -0.0066 0.032
O 8.6246 6.6756 -6.2317 0.0293 -0.039 -0.0878
O 2.8567 9.6646 18.8885 -0.0344 0.0129 0.0854

Results
free energy: -130929.414 eV
free energy less fixed offsets of O -570.45, Si -639.56 eV per atom: -7.034 eV

The program warned: the cutoff lies below the one the program advises for these potential files; the forces do not sum to zero within the program's tolerance; empty levels may hold ghost states of the PAW files; the exchange-correlation potential is rough where the density is thin.
